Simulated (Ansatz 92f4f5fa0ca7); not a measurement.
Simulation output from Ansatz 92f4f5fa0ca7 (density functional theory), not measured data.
Periodic cell of 220 atoms, Si132O88, from a study of silicon, its oxide and their interface. The atomic structure is a simulated model.

Settings
functional: r2SCAN
potential files: Ansatz PAW
basis: plane waves
wave-function cutoff: 800 eV
density cutoff ratio: 5
exchange-correlation grid ratio: 1
k mesh: 1 x 1 x 1, shifted by 0.5 0.5 0 of a step
self-consistency stop: 1e-10 eV per atom in the density residual
occupations: fixed
spin: none
net charge: 0

Cell vectors (angstrom)
a  10.88  0  0
b  0  10.88  0
c  0  0  32.0278

Atoms and the computed forces on them: element, x, y, z (angstrom), force x, y, z (eV/angstrom)
Si  -0.1455  -0.0528  0.2424  0.0726  -0.0317  0.2533
Si  2.3264  3.5586  -0.1526  -0.008  0.0069  0.0418
Si  0.5496  5.1453  0.1873  -0.0303  0.0101  0.0895
Si  2.1693  8.7819  -0.2069  0.079  0.081  0.1707
Si  5.9119  -0.1531  -0.3354  -0.0748  -0.075  0.2305
Si  8.5918  2.1677  -0.1806  0.0166  0.0366  0.2713
Si  5.4613  5.6228  -0.1578  -0.0161  -0.0053  0.2117
Si  7.8506  8.2434  -0.0837  -0.0651  -0.0042  0.2478
Si  1.2554  1.3227  1.4392  -0.1142  -0.1637  0.0472
Si  4.1925  4.1337  1.1514  0.0799  0.0325  -0.0802
Si  1.4193  6.9919  1.2719  0.0258  -0.0127  0.1458
Si  4.0373  9.731  0.955  0.0341  0.0243  0.0134
Si  6.9496  1.2596  1.2402  -0.0717  0.023  0.0612
Si  9.5443  4.0305  1.0562  -0.0111  -0.0136  -0.0498
Si  6.6599  6.8944  1.3588  0.071  -0.0762  -0.0317
Si  9.3843  9.35  1.3343  0.0335  0.0575  -0.0228
Si  -0.053  2.82  2.6559  0.0678  -0.0139  -0.0683
Si  2.7958  0.0408  2.6068  -0.1061  0.0563  0.0416
Si  -0.0338  8.1256  2.6854  -0.0044  0.0144  -0.034
Si  2.8513  5.587  2.5554  -0.0344  -0.0147  -0.042
Si  5.4803  2.6726  2.4886  0.0519  -0.0276  0.0349
Si  8.1533  -0.069  2.7032  -0.0023  0.0197  0.0252
Si  5.2775  8.3282  2.5502  0.0369  -0.008  -0.0025
Si  8.1445  5.412  2.4758  -0.0434  0.0192  0.0133
Si  1.3926  4.2081  3.8953  0.0019  -0.03  0.0275
Si  4.1226  1.4005  3.9535  -0.0234  0.0133  -0.0189
Si  1.3676  9.549  3.9487  0.0323  -0.0126  -0.0373
Si  4.0813  6.9042  3.9979  0.0139  0.0241  -0.0227
Si  6.8002  4.0657  3.8781  -0.0179  -0.0125  -0.0026
Si  9.5118  1.3754  3.9892  -0.0027  -0.0239  -0.021
Si  6.7059  9.5431  3.9954  0.0223  -0.0099  -0.01
Si  9.4722  6.7352  3.9533  -0.0164  0.0237  -0.0254
Si  0.0126  0.0296  5.3104  0.0203  0.0232  0.0017
Si  2.7154  2.7815  5.2535  0.0488  -0.0137  -0.0555
Si  -0.0131  5.4523  5.3306  0.0058  0.0391  -0.0138
Si  2.6773  8.191  5.3601  -0.0131  -0.0102  0.009
Si  5.413  0.0406  5.3717  -0.0219  -0.0116  0.0127
Si  8.1207  2.7227  5.3227  0.0244  0.0633  -0.0337
Si  5.4546  5.4646  5.2552  0.012  -0.0008  -0.0023
Si  8.1063  8.1401  5.2834  0.0108  -0.028  -0.0114
Si  1.3678  1.4086  6.636  -0.0312  0.0042  0.0132
Si  4.0696  4.1212  6.6278  -0.0266  0.0468  0.0092
Si  1.3079  6.831  6.7049  -0.0101  0.0028  0.0126
Si  4.0441  9.5489  6.711  0.0076  0.0277  0.007
Si  6.7764  1.3841  6.721  0.0066  -0.0363  0.0118
Si  9.5029  4.078  6.6784  0.0045  -0.0377  0.0086
Si  6.7798  6.7905  6.6611  -0.0018  -0.0286  -0.0185
Si  9.4965  9.5259  6.6234  -0.0168  -0.0087  0.0072
Si  -0.0032  2.718  8.0266  -0.0108  0.0045  0.0051
Si  2.668  0.0416  8.0332  0.0247  -0.0091  0.0165
Si  -0.0494  8.2086  8.0488  0.019  -0.0259  -0.0074
Si  2.679  5.4363  8.013  0.0013  0.0098  0
Si  5.3901  2.7619  8.0325  0.0056  -0.013  0.0017
Si  8.1569  -0.0177  8.0284  -0.0103  0.03  -0.0089
Si  5.426  8.15  8.0234  -0.0123  -0.0153  0.0109
Si  8.1282  5.4505  8.0252  -0.0053  0.0335  -0.0124
Si  1.3295  4.0821  9.4106  -0.0061  -0.0345  0.0123
Si  4.0091  1.4023  9.3823  0.0183  0.0206  0.0029
Si  1.3086  9.5799  9.4204  -0.004  0.0473  0.0149
Si  4.0265  6.8025  9.354  0.0093  0.0045  0.0018
Si  6.7682  4.0976  9.3925  -0.0063  0.0129  0.0026
Si  9.5334  1.3367  9.3815  0.0239  -0.0011  -0.0006
Si  6.8041  9.4889  9.3929  0.0054  0.0053  0.0228
Si  9.455  6.8409  9.3762  -0.0125  -0.0299  0.0078
Si  -0.0359  0.0312  10.8612  0.0277  -0.0163  0.0206
Si  2.643  2.6959  10.8225  -0.0027  0.0108  -0.0023
Si  -0.0848  5.4667  10.695  0.0099  0.0297  0.0232
Si  2.6922  8.1846  10.7087  -0.0265  -0.0214  0.011
Si  5.3993  0.0092  10.6423  -0.025  0.0276  0.0076
Si  8.1693  2.7095  10.6912  -0.0139  -0.0653  -0.0058
Si  5.3508  5.4372  10.7256  0.0287  -0.0291  0.0038
Si  8.1486  8.151  10.8369  -0.0217  0.003  -0.0023
Si  1.2828  1.395  12.3059  0.0383  -0.0245  -0.0172
Si  4.0393  4.0537  12.124  -0.052  0.0097  -0.0292
Si  1.2616  6.8453  12.0103  0.0339  -0.007  -0.0409
Si  4.0753  9.5615  12.037  0.0153  0.0093  -0.0077
Si  6.7975  1.3146  11.9707  -0.0038  -0.0315  -0.0428
Si  9.4873  4.0785  12.0793  -0.0525  0.0459  0.0252
Si  6.7024  6.7596  12.0959  0.0136  0.0271  -0.0092
Si  9.5028  9.544  12.253  0.0076  -0.0223  -0.0147
Si  -0.1117  2.851  13.6549  0.0444  -0.0065  0.0241
Si  2.762  -0.0325  13.5218  -0.0399  0.0238  -0.0406
Si  0.1153  8.2281  13.5521  -0.0205  0.0116  0.0389
Si  2.5881  5.4665  13.3162  0.0642  -0.031  -0.0896
Si  5.49  2.6362  13.3598  0.0165  0.0487  -0.0614
Si  8.0699  0.0693  13.5108  -0.0018  0.002  -0.0295
Si  5.4701  8.2585  13.418  -0.0094  -0.0058  -0.0461
Si  7.9224  5.2375  13.4181  -0.1075  -0.1011  -0.0872
Si  1.1635  4.4756  14.906  -0.0626  -0.0449  -0.1903
Si  4.4329  1.0792  14.6873  0.0561  -0.0456  -0.1294
Si  1.7814  9.211  14.8873  -0.0068  -0.0307  -0.1604
Si  3.8533  6.9996  14.4659  0.0308  0.0789  -0.133
Si  7.0079  3.5865  14.8567  0.0368  0.0344  -0.1008
Si  8.9033  1.8742  14.7793  -0.0161  0.0722  -0.1399
Si  6.5993  9.7347  14.9365  0.0115  0.0065  -0.2293
Si  10.0102  6.827  15.1135  0.0731  0.0326  -0.1081
Si  5.5719  5.5884  16.6653  0.0339  -0.0485  -0.2399
Si  9.4766  11.9454  17.7355  0.0637  0.0042  -0.2146
Si  3.4382  6.1259  19.0741  0.053  -0.041  -0.1854
Si  21.1987  3.3565  21.8504  -0.0654  0.0218  -0.1619
Si  14.6604  -9.8221  18.8223  -0.0428  0.0373  -0.2458
Si  19.5472  3.466  19.2169  -0.0149  -0.0498  -0.2161
Si  1.3068  0.0559  17.3884  0.03  0.013  -0.2722
Si  13.4837  13.4139  16.7364  -0.0191  -0.0197  -0.1707
Si  9.3219  -5.4829  23.8253  -0.0639  -0.0699  0.0217
Si  17.4296  0.0536  23.8729  -0.0749  -0.003  -0.0092
Si  11.9417  18.0856  20.3186  -0.0489  -0.0605  -0.1659
Si  8.8425  -4.3948  19.5538  -0.0162  -0.0077  -0.2505
Si  7.9066  -3.1261  17.0444  0.0088  0.0295  -0.2555
Si  4.464  4.3883  22.8593  0.0146  0.0013  -0.0564
Si  5.1662  10.8611  21.0938  0.0311  0.0633  -0.1831
Si  5.5738  3.7171  27.2152  0.0609  0.0824  0.2191
Si  16.1153  8.6666  25.3721  0.059  -0.0498  0.1662
Si  9.8526  4.0862  28.4415  0.0548  0.0786  0.1563
Si  -4.1139  1.1922  18.9744  -0.0009  0.0108  -0.1384
Si  4.644  7.866  21.3753  0.0208  0.0292  -0.1234
Si  1.5339  5.0027  29.5376  0.0918  -0.0404  0.053
Si  6.9583  6.2564  22.1524  0.028  0.0115  -0.1005
Si  15.5469  2.0738  24.9293  0.0353  0.0545  0.1168
Si  3.3253  6.934  23.9002  0.0313  0.0231  -0.0318
Si  11.22  7.59  24.7149  0.0022  -0.0123  0.0573
Si  12.9916  4.4915  20.936  0.0079  0.0374  -0.1546
Si  19.271  3.5787  25.9958  0.0419  0.0288  0.2163
Si  9.6699  11.4544  23.2366  0.0006  0.0237  0.0028
Si  9.1259  12.1728  27.6468  -0.0943  0.14  0.2052
Si  -0.0115  10.3052  25.977  -0.061  0.0452  0.1445
Si  3.5571  7.0588  29.832  -0.0204  -0.0337  0.1691
Si  6.7654  1.7234  29.4208  0.0105  -0.027  0.3664
Si  11.6507  9.4187  22.4506  0.0256  -0.0054  -0.0755
Si  5.758  6.7944  27.8207  -0.0199  -0.0709  0.3074
Si  13.5909  -0.3036  24.8089  0.0089  -0.0238  0.0333
Si  7.8156  5.9826  29.8722  -0.0676  0.0312  0.2812
O  2.5878  6.0819  -3.0465  -0.0067  -0.0051  -0.085
O  0.971  -1.0092  -0.5496  -0.0048  -0.0428  -0.1158
O  1.9985  1.9878  0.105  0.0306  0.0017  0.0134
O  2.3906  3.7983  -1.7855  -0.0619  0.0781  -0.0393
O  0.5642  5.6862  -1.3844  -0.0198  -0.0466  -0.0064
O  2.6962  8.3176  -1.6807  -0.0182  -0.0467  -0.1096
O  3.4338  3.9572  -10.331  0.0223  -0.0091  0.0436
O  5.7889  0.712  -1.7518  0.0127  0.0907  -0.2079
O  18.8998  -4.6222  -8.6503  -0.0014  0.0277  0.0321
O  9.7463  1.0288  -0.5696  0.0111  0.0549  -0.1132
O  7.7147  2.4877  -1.522  -0.0353  0.0139  -0.1931
O  4.167  6.3354  -0.8754  -0.0792  0.0714  -0.0925
O  6.5917  5.2754  -1.3129  0.0736  -0.0587  -0.132
O  9.2247  4.496  -5.0012  -0.044  -0.0303  -0.1127
O  8.3855  7.2488  -1.2854  0.0439  -0.047  -0.1441
O  2.0298  3.9406  16.2029  0.015  -0.0163  0.1139
O  7.8914  6.2163  20.8315  -0.0599  0.0014  0.0971
O  3.8579  2.0476  15.8549  -0.0183  0.0684  0.1147
O  14.4002  5.3492  23.7586  -0.0107  -0.0244  0.0266
O  2.859  8.0295  15.2818  0.0208  -0.0201  0.0375
O  13.0144  -3.7135  19.0472  -0.0068  0.007  0.0833
O  -0.7972  2.1013  22.8507  -0.0012  -0.0467  0.0599
O  4.6848  5.9718  15.3923  0.0259  -0.0774  0.1217
O  20.041  3.2633  20.7327  0.0559  -0.0056  0.1624
O  8.6718  6.2663  14.4324  -0.035  -0.0048  -0.0138
O  9.4056  1.1027  16.1316  0.0117  -0.0448  0.1267
O  12.2971  12.3266  16.5436  -0.0274  -0.0236  0.0777
O  5.4526  10.8441  15.3612  0.0192  0.02  0.0436
O  9.4062  7.5286  16.4444  -0.0431  0.0136  0.1556
O  15.5627  7.3469  24.6532  -0.0172  -0.0262  -0.027
O  2.6746  -0.0531  18.2928  0.0793  -0.0194  0.1256
O  4.4094  6.7571  20.22  0.0507  0.0354  0.0975
O  16.9661  7.6169  22.0767  0.0306  -0.0035  0.0516
O  6.2796  4.1502  16.2697  -0.0795  0.0519  0.1411
O  12.0974  -1.1587  16.3317  0.0011  0.0415  0.1415
O  7.2727  9.0747  16.2957  0.0306  -0.0168  0.1786
O  19.6566  5.0285  18.7814  -0.002  0.0539  0.0845
O  6.5597  0.4449  20.3974  -0.0214  -0.0499  0.1323
O  8.1882  -3.1953  18.6492  0.006  -0.0057  0.1754
O  11.7927  14.2904  21.1429  0.0251  -0.0058  0.037
O  17.6842  -4.2762  16.8101  0.0145  -0.0136  0.0832
O  16.3164  0.0963  22.6744  0.0083  0.002  0.0788
O  10.7597  11.0361  18.1722  -0.0374  -0.0254  0.1528
O  23.297  -4.8932  21.323  -0.0059  -0.0083  0.0629
O  8.0449  0.3432  23.2932  0.0353  -0.0041  -0.0159
O  14.863  0.9159  20.4351  -0.0099  -0.0156  0.1075
O  6.0222  1.1619  24.9439  0.0144  -0.0115  -0.0189
O  15.3668  2.8693  26.3507  -0.0618  -0.0821  -0.1188
O  3.1313  13.3292  18.272  0.0491  0.0398  0.1659
O  -1.2352  13.4753  18.2532  -0.0285  0.0408  0.0944
O  -7.5235  1.1698  24.6233  -0.0479  0.0013  -0.0243
O  8.7721  4.0617  24.5372  0.0135  0.0268  -0.1008
O  13.5717  4.7285  19.4356  -0.0407  -0.0275  0.0895
O  8.7485  -8.8582  26.2417  0.0029  -0.0424  -0.0836
O  8.0513  11.3661  18.2675  -0.0416  -0.0133  0.0659
O  0.0139  8.2636  23.2911  -0.0224  -0.013  -0.0203
O  -0.3702  10.5471  22.162  -0.0134  -0.0034  0.0002
O  1.1741  8.6702  21.0507  0.0181  0.0655  0.085
O  10.159  -6.0908  22.5883  0.0238  0.0342  0.0126
O  5.8512  5.0582  22.3042  -0.0219  -0.0198  0.024
O  11.03  5.616  15.5084  -0.047  0.0374  0.0607
O  26.4586  9.3494  20.7461  -0.0129  -0.0463  0.0443
O  14.7947  9.6399  25.4073  -0.0408  0.0283  -0.0287
O  17.7174  3.8274  26.2342  -0.0093  0.0084  -0.0936
O  10.0904  10.911  27.2888  0.0783  -0.0891  -0.1004
O  -5.5598  0.9853  18.2269  -0.0035  -0.0263  0.07
O  -1.067  2.4585  28.5745  -0.0054  -0.0703  -0.0642
O  -3.7018  2.7774  19.1077  -0.0243  0.0375  0.0701
O  0.5391  4.4824  28.3965  -0.0616  -0.0225  -0.0884
O  12.4455  10.6813  25.958  0.0311  0.0053  -0.0386
O  -3.6563  6.5499  28.4755  -0.0452  0.0301  -0.1278
O  1.9448  7.2476  24.7006  -0.0102  0.0051  0.003
O  10.3887  6.8963  19.8867  0.0524  0.014  0.0876
O  1.9935  10.0413  23.4028  0.0076  0.0149  -0.0199
O  10.2902  6.2687  24.791  0.0231  0.0256  0.0114
O  5.862  7.973  26.7093  0.0006  0.1166  -0.1825
O  6.4264  -1.3945  24.6216  0.0321  0.0109  -0.02
O  5.1674  5.2841  27.4951  -0.0221  -0.0534  -0.08
O  15.3659  16.6338  17.8762  -0.0836  -0.0192  0.1814
O  5.9493  2.8576  28.5685  -0.0494  0.0656  -0.1333
O  15.6593  7.4916  28.9068  0.061  0.0064  -0.1478
O  7.7513  0.8739  28.4268  0.0768  -0.0503  -0.1258
O  8.9861  4.8943  29.571  0.0544  -0.069  -0.1047
O  15.757  13.9915  23.7213  0.0032  -0.0096  -0.0161
O  10.2009  11.0066  24.6901  -0.0007  0.0022  -0.0477
O  -0.0649  8.6679  25.8776  0.0077  -0.001  -0.0367
O  3.4507  7.7116  22.47  -0.0478  0.0017  0.0445
O  6.8766  9.4311  31.3349  -0.0028  0.0091  -0.0746

Results
free energy: -134618.814 eV
free energy less fixed offsets of O -570.45, Si -639.56 eV per atom: 2.706 eV

The program warned: the cutoff lies below the one the program advises for these potential files; the forces do not sum to zero within the program's tolerance; empty levels may hold ghost states of the PAW files; the exchange-correlation potential is rough where the density is thin.
